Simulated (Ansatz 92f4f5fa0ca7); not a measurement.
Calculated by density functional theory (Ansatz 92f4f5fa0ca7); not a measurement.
Periodic cell of 351 atoms, Si241O110, from a study of silicon, its oxide and their interface. The atomic structure is a simulated model.
Doubt: the cutoff is far below the 930 eV that the study's wrapper takes by default for these files, so forces and energies are approximate.
This geometry differs little from another in the collection (a relaxation step or a small displacement).

Settings
functional: PBE
potential files: Ansatz PAW
basis: plane waves
wave-function cutoff: 580 eV
density cutoff ratio: 5
exchange-correlation grid ratio: 1
k mesh: 1 x 1 x 1, Gamma-centred
self-consistency stop: 5e-08 eV per atom in the density residual
occupations: fixed
spin: none
net charge: 0

Cell vectors (angstrom)
a	11.6015	0	0
b	0	13.3963	0
c	0	0	40.343

Atoms: element, x, y, z (angstrom)
Si	0	2.2327	1.1851
Si	3.8672	2.2327	1.1851
Si	7.7343	2.2327	1.1851
Si	1.9336	5.5818	1.1851
Si	5.8008	5.5818	1.1851
Si	9.6679	5.5818	1.1851
Si	0	8.9308	1.1851
Si	3.8672	8.9308	1.1851
Si	7.7343	8.9308	1.1851
Si	1.9336	12.2799	1.1851
Si	5.8008	12.2799	1.1851
Si	9.6679	12.2799	1.1851
Si	1.9336	1.1164	1.9745
Si	5.8008	1.1164	1.9745
Si	9.6679	1.1164	1.9745
Si	0	4.4654	1.9745
Si	3.8672	4.4654	1.9745
Si	7.7343	4.4654	1.9745
Si	1.9336	7.8145	1.9745
Si	5.8008	7.8145	1.9745
Si	9.6679	7.8145	1.9745
Si	0	11.1635	1.9745
Si	3.8672	11.1635	1.9745
Si	7.7343	11.1635	1.9745
Si	1.9336	1.1164	4.3426
Si	5.8008	1.1164	4.3426
Si	9.6679	1.1164	4.3426
Si	0	4.4654	4.3426
Si	3.8672	4.4654	4.3426
Si	7.7343	4.4654	4.3426
Si	1.9336	7.8145	4.3426
Si	5.8008	7.8145	4.3426
Si	9.6679	7.8145	4.3426
Si	0	11.1635	4.3426
Si	3.8672	11.1635	4.3426
Si	7.7343	11.1635	4.3426
Si	0	0	36.0024
Si	3.8672	0	36.0024
Si	7.7343	0	36.0024
Si	1.9336	3.3491	36.0024
Si	5.8008	3.3491	36.0024
Si	9.6679	3.3491	36.0024
Si	0	6.6981	36.0024
Si	3.8672	6.6981	36.0024
Si	7.7343	6.6981	36.0024
Si	1.9336	10.0472	36.0024
Si	5.8008	10.0472	36.0024
Si	9.6679	10.0472	36.0024
Si	0	0	38.3706
Si	3.8672	0	38.3706
Si	7.7343	0	38.3706
Si	1.9336	3.3491	38.3706
Si	5.8008	3.3491	38.3706
Si	9.6679	3.3491	38.3706
Si	0	6.6981	38.3706
Si	3.8672	6.6981	38.3706
Si	7.7343	6.6981	38.3706
Si	1.9336	10.0472	38.3706
Si	5.8008	10.0472	38.3706
Si	9.6679	10.0472	38.3706
Si	0	2.2327	39.1599
Si	3.8672	2.2327	39.1599
Si	7.7343	2.2327	39.1599
Si	1.9336	5.5818	39.1599
Si	5.8008	5.5818	39.1599
Si	9.6679	5.5818	39.1599
Si	0	8.9308	39.1599
Si	3.8672	8.9308	39.1599
Si	7.7343	8.9308	39.1599
Si	1.9336	12.2799	39.1599
Si	5.8008	12.2799	39.1599
Si	9.6679	12.2799	39.1599
Si	0.0149	-0.0275	29.0151
Si	1.732	3.321	28.801
Si	7.7279	0.0584	29.0278
Si	-0.0993	2.2368	29.7349
Si	6.2102	3.7426	28.7108
Si	9.6175	3.4634	29.0266
Si	0.0923	6.7267	28.6497
Si	3.9065	6.9076	28.9519
Si	7.8019	6.9027	28.896
Si	2.0365	10.0077	29.0607
Si	5.6995	10.0372	29.1074
Si	9.6061	10.1634	28.8323
Si	3.8955	-0.0453	28.6127
Si	3.6668	2.153	29.4185
Si	7.7349	2.2979	29.8023
Si	1.9808	5.6037	29.5209
Si	5.8737	5.8193	29.6918
Si	9.7347	5.726	29.631
Si	-0.0268	8.9575	29.4936
Si	3.8639	8.945	32.3776
Si	7.7439	9.0575	29.7558
Si	2.0019	12.2846	29.6341
Si	5.7647	12.3257	29.6668
Si	9.6581	12.3196	29.764
Si	-0.032	2.2542	32.088
Si	3.8534	2.2505	31.8755
Si	7.7173	2.284	32.1338
Si	1.9489	5.5958	31.9419
Si	5.8146	5.6371	32.0509
Si	9.7009	5.6616	32.0198
Si	-0.0038	8.9478	31.935
Si	3.8476	8.9595	30.1153
Si	7.7359	8.9754	32.1101
Si	1.9743	12.315	32.0223
Si	5.7825	12.3172	32.0492
Si	9.6713	12.29	32.1069
Si	1.9428	1.1548	32.804
Si	5.7581	1.1588	32.8235
Si	9.6502	1.1324	32.8838
Si	0.0161	4.5069	32.8111
Si	3.8718	4.4703	32.7644
Si	7.7595	4.5324	32.8371
Si	1.8805	7.7963	32.8525
Si	5.8367	7.8211	32.9358
Si	9.6887	7.8696	32.8454
Si	0.0329	11.17	32.8012
Si	3.8703	11.2286	32.9177
Si	7.7191	11.204	32.8703
Si	1.9382	1.1204	35.1907
Si	5.7896	1.1199	35.2003
Si	9.6665	1.1155	35.2356
Si	0.0049	4.4718	35.1947
Si	3.8662	4.4605	35.1694
Si	7.7374	4.4765	35.2085
Si	1.9135	7.8042	35.2175
Si	5.8134	7.8102	35.2662
Si	9.6741	7.8207	35.2135
Si	0.0075	11.159	35.1886
Si	3.8666	11.18	35.2562
Si	7.7297	11.1693	35.2273
Si	0.0032	-0.001	5.169
Si	3.8732	-0.012	5.1409
Si	7.7425	-0.0164	5.1106
Si	1.9244	3.3504	5.1092
Si	5.793	3.3524	5.0953
Si	9.6803	3.3448	5.0918
Si	-0.0003	6.6956	5.1295
Si	3.8583	6.6989	5.1391
Si	7.7333	6.6942	5.1167
Si	1.9355	10.0508	5.1273
Si	5.8035	10.0454	5.1284
Si	9.6658	10.0494	5.1426
Si	0.0313	-0.0217	7.567
Si	3.9125	-0.055	7.5158
Si	7.7827	-0.0739	7.463
Si	1.8974	3.3319	7.4606
Si	5.7718	3.335	7.4349
Si	9.699	3.3092	7.4312
Si	-0.0104	6.6684	7.4942
Si	3.8251	6.6834	7.5114
Si	7.724	6.6562	7.4731
Si	1.948	10.0411	7.4914
Si	5.8195	10.0125	7.4928
Si	9.673	10.0322	7.5184
Si	0.0031	2.2234	8.3442
Si	3.8272	2.2079	8.1806
Si	7.7378	2.1925	8.0603
Si	1.8945	5.5345	8.3243
Si	5.7664	5.5638	8.2436
Si	9.6551	5.5153	8.2319
Si	0.016	8.9135	8.2539
Si	3.8741	8.9281	8.2911
Si	7.7428	8.8749	8.278
Si	1.9798	12.2483	8.3507
Si	5.8784	12.2262	8.3188
Si	9.7059	12.2486	8.3864
Si	0.0435	2.253	10.7462
Si	3.798	2.1494	10.5096
Si	7.6891	2.2196	10.3468
Si	1.8494	5.5159	10.7147
Si	5.6712	5.5392	10.5986
Si	9.6	5.4167	10.5823
Si	0.0236	8.8416	10.6031
Si	3.872	8.9371	10.6596
Si	7.7235	8.7075	10.6412
Si	2.0491	12.2014	10.7475
Si	6.0177	12.1677	10.7086
Si	9.7545	11.9713	10.7872
Si	1.9476	1.0406	11.4972
Si	5.7963	1.0915	11.1543
Si	9.5716	1.5321	11.5514
Si	-0.101	4.4527	11.6145
Si	3.7895	4.3484	11.3884
Si	7.5656	4.3629	11.237
Si	1.9503	7.7685	11.3822
Si	5.7306	7.7333	11.4262
Si	9.7244	7.6214	11.2971
Si	0.1635	11.0128	11.5219
Si	4.0688	11.1563	11.5029
Si	7.893	10.8134	11.5794
O	5.6328	1.4952	12.7441
O	11.3158	4.4855	13.2825
O	7.3578	4.0113	12.857
O	2.093	1.1084	13.1608
O	0.2383	10.976	13.1957
O	21.1586	13.3039	11.7765
O	9.9219	-19.4167	12.9221
O	4.396	11.2217	13.1426
O	8.126	10.4872	13.2121
O	3.8155	4.2904	13.0536
O	9.3588	2.1894	13.052
O	5.6661	7.8258	13.0872
O	4.0674	-0.0438	26.9317
O	1.4497	3.1197	27.1677
O	8.6838	-2.3555	24.619
O	-6.8136	29.7511	28.4869
O	9.3204	10.2701	27.1897
O	9.4523	3.6257	27.3622
O	6.8462	4.145	27.2264
O	0.2738	6.6695	26.9717
O	2.5775	9.7801	27.4922
O	5.3296	9.7986	27.4876
O	0.0694	13.1461	27.367
O	3.9632	7.4646	27.3554
Si	4.9961	0.1562	25.5764
Si	11.9258	11.3169	24.427
Si	9.4557	9.9912	25.5896
Si	1.9541	0.4195	14.6399
Si	4.9485	11.4736	23.2093
Si	12.3483	3.989	20.8547
Si	4.8437	2.8579	23.8992
Si	7.9364	8.8908	20.955
Si	6.0632	9.8901	16.2445
Si	7.2329	4.8842	24.0862
Si	11.2734	6.0414	25.5663
Si	10.6876	16.302	17.175
Si	11.5944	0.2874	18.7311
Si	4.5493	11.9993	14.5753
Si	5.4213	9.0428	19.1603
Si	11.5026	11.5904	14.677
Si	10.6011	4.6505	14.7581
Si	2.8432	9.9082	24.313
Si	8.7904	10.2897	14.7049
Si	3.9589	9.0674	26.943
Si	2.3905	9.4642	19.5174
Si	7.7587	-2.4028	23.302
Si	11.8072	10.1344	21.5633
Si	10.5495	7.6716	14.3913
Si	8.1061	3.4154	26.4574
Si	10.818	0.2272	26.0613
Si	5.2447	3.3034	18.3241
Si	6.8019	12.7634	21.3496
Si	3.4624	2.5679	16.0343
Si	7.8059	0.3028	26.7141
Si	1.9375	7.6227	13.7238
Si	4.8132	7.6989	14.4765
Si	8.2451	3.0738	13.8659
Si	9.6335	3.9162	19.668
Si	8.3259	7.0764	25.7325
Si	13.5247	2.8124	23.2464
Si	5.8745	1.3155	14.3266
Si	0.4793	2.9734	25.8656
Si	8.714	12.7446	19.0078
Si	9.9365	10.1538	19.1157
Si	0.9422	7.6964	23.0798
Si	13.7412	1.423	20.664
Si	5.1122	1.75	20.9284
Si	3.4067	5.1141	14.4014
Si	5.0521	6.0284	19.4395
Si	12.2128	10.7619	17.4623
Si	7.7132	5.8376	21.1733
Si	8.0371	2.0342	18.0069
Si	2.1393	6.5603	20.4789
O	10.886	15.2531	26.0203
O	7.7163	-0.8568	22.7017
O	1.9988	10.1975	18.1066
O	9.1575	11.3482	18.3014
O	11.3315	3.645	15.8552
O	1.6505	10.1672	20.7928
O	3.9513	2.6077	17.594
O	0.1915	6.7652	24.1912
O	7.2171	6.3978	24.7324
O	8.296	9.9267	22.1717
O	3.2952	8.3579	14.3328
O	10.6924	10.6476	20.4903
O	11.4508	-0.5633	24.7904
O	5.2356	7.4799	18.73
O	13.3584	2.9247	20.1124
O	4.9215	10.9364	15.7368
O	1.9485	1.473	22.2948
O	13.4752	11.0922	24.8967
O	0.6655	10.7156	15.8348
O	2.0724	6.0254	14.1285
O	0.5169	8.1691	14.3362
O	5.2696	3.0112	19.9254
O	7.2977	2.0282	14.6982
O	0.4675	13.1341	14.7662
O	9.8794	11.5089	14.9293
O	8.9155	9.0005	19.6348
O	8.5732	2.6858	19.4281
O	9.6012	8.8721	14.9762
O	6.0154	9.8425	17.871
O	12.6023	5.4337	20.1392
O	7.5593	10.3441	15.7716
O	5.1475	4.9297	18.2294
O	7.745	12.1513	20.1796
O	12.7496	0.3909	19.8919
O	10.1165	0.1078	19.4379
O	11.9451	12.3311	17.8778
O	7.7337	4.9492	22.5399
O	5.6768	8.4211	15.6396
O	11.8072	11.1837	22.8033
O	-0.0877	8.6151	22.1646
O	6.2315	10.6031	23.7331
O	3.6696	10.4917	23.0334
O	6.4384	0.8263	20.7535
O	3.1016	12.6784	14.8754
O	6.4169	9.1796	20.4412
O	-3.8666	20.5001	27.2455
O	5.7723	13.1043	14.6179
O	6.2259	5.7802	20.5336
O	10.556	6.2386	15.1999
O	9.042	4.1553	14.7704
O	10.7724	3.5549	20.7817
O	3.9486	9.3214	25.3502
O	3.3555	3.4564	23.6717
O	5.3534	12.073	21.7266
O	2.1945	1.5634	15.7887
O	8.8161	5.244	20.1247
O	11.0642	9.7098	18.023
O	3.6285	5.9406	20.2378
O	10.4724	4.1169	18.271
O	8.7646	8.5606	25.2396
O	1.9563	7.8751	19.522
O	9.671	6.1823	25.6825
O	8.0916	7.3785	21.5338
O	11.0338	10.1512	25.1855
O	5.7809	4.1526	24.1997
O	11.574	1.648	17.7862
O	4.5326	-0.7681	24.3071
O	12.7059	3.9857	22.4549
O	7.8529	13.8035	18.1118
O	8.287	3.9742	24.9452
O	1.9048	8.6744	23.9145
O	4.6312	6.1118	14.8378
O	1.9278	6.8859	22.0662
O	4.7093	2.0827	15.1279
O	3.7136	1.0213	20.4675
O	12.8926	2.3181	24.6346
O	9.1851	2.3055	16.8717
O	6.5193	-0.3529	25.94
O	7.7034	1.8683	26.3247
O	9.2581	-0.223	26.1861
O	4.924	1.7277	25.0879
O	3.0577	4.0803	15.5944
O	6.6076	2.7209	17.6263
O	5.2236	2.1664	22.4824
O	-0.0128	4.4556	25.445
O	3.9963	9.6406	19.6639

Results
free energy: -215762.227 eV
free energy less fixed offsets of O -568.88, Si -635.61 eV per atom: -3.417 eV

Forces (eV/angstrom), in the order of the atoms: element, x, y, z
Si	-0.0104	0.0151	0.0171
Si	0.005	0.0321	0.0223
Si	-0.0031	0.0256	0.0211
Si	-0.003	-0.0172	-0.0236
Si	-0.0084	0	0.0125
Si	0.0123	-0.0253	-0.0161
Si	0.0002	-0.0024	0.0103
Si	-0.0034	-0.0016	0.004
Si	0.011	0.0313	-0.0041
Si	0.0032	-0.0056	0.0063
Si	0.0004	0.0025	-0.0067
Si	-0.0078	0.0139	-0.0051
Si	0.0037	-0.0492	-0.0175
Si	0.0006	-0.0458	-0.016
Si	0.0421	-0.0607	-0.0119
Si	0.0059	0.0352	0.0102
Si	-0.038	0.0218	0.0034
Si	0.0199	-0.0093	-0.0068
Si	-0.0061	-0.0051	-0.0066
Si	-0.0206	-0.0204	-0.0135
Si	0.0003	-0.0006	-0.0053
Si	-0.0103	0.0157	-0.0055
Si	0.0151	-0.0159	-0.0026
Si	0.0031	-0.0544	0.0027
Si	-0.0076	-0.1001	0.1283
Si	0.0129	-0.1029	0.0153
Si	0.1183	-0.1374	-0.0456
Si	0.0423	0.0671	-0.2854
Si	-0.1149	0.0862	-0.1285
Si	0.022	-0.0118	-0.119
Si	-0.0259	0.0045	-0.0147
Si	-0.0653	-0.0265	0.0186
Si	0.0143	0.0266	0.0323
Si	-0.0242	0.0642	0.1003
Si	0.0358	-0.0371	-0.0695
Si	0.0292	-0.1154	-0.1736
Si	0.1034	-0.0433	-0.1414
Si	-0.0388	0.1973	0.191
Si	-0.1201	0.0655	0.0247
Si	0.0453	0.0282	-0.1561
Si	-0.0444	0.0452	-0.1746
Si	0.0425	0.1012	-0.0758
Si	-0.1067	-0.0556	0.1719
Si	-0.0948	-0.1301	-0.1391
Si	0.2047	-0.0182	0.2198
Si	-0.0645	-0.0402	-0.0131
Si	0.0189	0.0688	0.166
Si	0.0585	0.048	-0.0674
Si	0.0341	-0.0213	0.005
Si	-0.01	0.0726	-0.0053
Si	-0.0444	0.0316	0.0003
Si	0.0157	0.0266	0.0053
Si	-0.0125	0.0377	0.0138
Si	0.014	0.0519	0.0172
Si	-0.0366	-0.0263	-0.0083
Si	-0.0398	-0.0331	0.009
Si	0.0761	-0.0003	-0.0127
Si	-0.0174	-0.0218	0.0071
Si	0.0043	0.0248	0.0059
Si	0.019	0.0351	0.0094
Si	0.0034	-0.0064	-0.0289
Si	-0.0067	-0.0355	0.0021
Si	0.0061	-0.0256	-0.0221
Si	-0.009	0.0177	0.0052
Si	0.014	0.0004	-0.0228
Si	-0.0077	0.0223	0.0471
Si	0.0031	-0.0027	-0.0053
Si	0.005	0.0085	-0.0131
Si	-0.0127	-0.0297	-0.0033
Si	0.0091	0.0046	-0.0052
Si	-0.0037	-0.0057	0.0099
Si	0.0014	-0.0145	-0.0169
Si	0.0083	-0.0035	0.0044
Si	-0.0008	-0.0055	-0.0101
Si	-0.001	-0.0029	-0.0082
Si	-0.0023	0.0007	0.0159
Si	0.0143	-0.0036	-0.0007
Si	0.0071	0.0017	-0.0087
Si	0.0125	0.0005	-0.0103
Si	0.0035	0.0117	-0.008
Si	0.0043	0.0172	-0.0052
Si	0.0012	0.0018	-0.0084
Si	-0.0037	0.002	-0.0037
Si	0	0.002	-0.0014
Si	0.0066	-0.0014	-0.0186
Si	0.002	0.0109	0.0117
Si	-0.0243	0.0041	0.0071
Si	-0.0027	-0.0023	0.0107
Si	-0.0028	-0.0094	0.0156
Si	-0.0113	-0.0062	0.0275
Si	0.0046	0.001	0.0104
Si	-0.0017	-0.0037	0.0031
Si	-0.0058	-0.0083	0.0144
Si	-0.0146	0.0028	0.0203
Si	0.0091	0.0046	0.0195
Si	-0.0073	0.0043	0.0195
Si	0.0035	-0.0012	0.0025
Si	-0.007	-0.0021	0.0111
Si	0.0045	-0.0022	0.0108
Si	-0.0015	-0.0001	0.0079
Si	-0.0038	0.0027	0.0021
Si	0.0037	0.0039	0.0051
Si	-0.0058	-0.0012	0.0119
Si	0.0027	-0.0048	0.0249
Si	0.0071	0.0017	0.0015
Si	-0.0002	0.0027	-0.003
Si	-0.0017	-0.0038	-0.0022
Si	0.0011	-0.0071	0.0035
Si	-0.0005	-0.0028	-0.0032
Si	0.0043	-0.0036	0.001
Si	-0.0017	0.0012	-0.001
Si	-0.0011	0.0009	-0.0057
Si	0.0015	0.0032	-0.0041
Si	0.0023	-0.0011	0.0003
Si	0.0004	0.0003	-0.003
Si	-0.0003	-0.0005	0.001
Si	-0.0017	0.002	-0.0021
Si	-0.0013	0.0042	-0.0067
Si	-0.0005	0.0039	0.002
Si	0.002	0.0031	-0.0012
Si	-0.0008	0.0022	0.0018
Si	-0.0013	0.0024	0.0066
Si	0.0004	-0.001	0.0044
Si	0.0011	-0.0012	0.0045
Si	-0.0002	-0.0012	0.0069
Si	0.0014	0.0018	0.0062
Si	-0.0025	-0.0029	0.0052
Si	0.0008	-0.0009	0.0029
Si	0.0012	-0.0014	0.0021
Si	0.0021	-0.0023	0.0066
Si	-0.0002	-0.002	0.0028
Si	-0.0013	-0.0011	0.004
Si	-0.0004	0.0014	-0.0059
Si	0.0012	0.0007	-0.0045
Si	0.0011	-0.0009	-0.0034
Si	-0.0018	0.0015	0.0022
Si	-0.0012	0.0015	-0.0026
Si	0.0017	-0.0011	0.0006
Si	-0.0002	0.001	-0.0024
Si	-0.0002	0.001	-0.001
Si	0.0011	0.0006	-0.0001
Si	-0.0002	0.0023	-0.0028
Si	0.0013	0.0024	-0.0019
Si	0.0001	0.0032	-0.0008
Si	0.0042	-0.0024	0.0113
Si	0.0007	0.001	0.0149
Si	0.0033	0.0001	0.0056
Si	0.0012	-0.0003	0.0014
Si	-0.0019	-0.001	0.0097
Si	0.0004	0.0035	0.0028
Si	-0.0027	-0.0016	0.009
Si	0.0039	-0.0045	0.0072
Si	-0.0021	-0.0008	0.007
Si	-0.0009	-0.0015	0.0092
Si	0.0005	-0.0033	0.0101
Si	-0.0021	-0.002	0.0079
Si	0.0055	0.0014	-0.0002
Si	-0.0093	0.0014	0.0051
Si	-0.0012	-0.0022	-0.0022
Si	0.0005	-0.0039	-0.0003
Si	0	0.0059	-0.0045
Si	-0.002	-0.0019	0.0003
Si	-0.0033	0.0029	0.002
Si	0.0023	0.0046	0.0022
Si	0.0022	-0.0001	0.0016
Si	-0.0001	-0.0003	-0.0098
Si	-0.0035	-0.0031	-0.0024
Si	0.0002	-0.0028	-0.0093
Si	-0.0157	-0.0085	-0.011
Si	0.0216	-0.0125	-0.0162
Si	0.0117	-0.0012	-0.0184
Si	-0.0052	0.0075	-0.0116
Si	0.0069	-0.004	-0.0106
Si	0.01	0.0057	-0.019
Si	0.0018	-0.0025	-0.0183
Si	-0.0006	-0.0074	-0.016
Si	-0.0005	0.0049	-0.011
Si	-0.0079	0.0045	-0.0078
Si	-0.0057	0.0017	-0.0102
Si	-0.0054	0.0047	-0.0051
Si	-0.0025	0.0022	0.0095
Si	-0.0356	0.025	0.0374
Si	0.0088	0.0177	0.0292
Si	0.0079	0.0035	0.0137
Si	0.0037	0.0033	0.0114
Si	-0.0169	0	0.0091
Si	0.0033	-0.003	0.0082
Si	-0.0074	0.0092	0.0024
Si	0.002	-0.0022	0.0055
Si	0.0015	-0.0021	0.0139
Si	0.0111	-0.0032	0.0156
Si	0.0076	-0.0149	-0.0022
O	0.0133	-0.0196	0.039
O	-0.0017	-0.0035	-0.0076
O	0.0035	0.0001	0.0095
O	-0.0004	-0.0006	-0.0019
O	-0.0015	0.0002	-0.0049
O	0.001	-0.0099	-0.0024
O	-0.0013	0.0011	0.0053
O	0.0003	0.0043	0.0086
O	0.0006	0.0001	0.0056
O	0.0001	-0.0042	-0.001
O	0.0028	-0.003	-0.0142
O	0.0058	-0.0012	0.0023
O	-0.0042	0.0019	0.0236
O	-0.0013	-0.0014	0.0045
O	0.0021	-0.0008	0.0101
O	-0.0041	-0.0108	0.0028
O	0.0002	-0.0025	0.0083
O	-0.0034	-0.0007	-0.0056
O	-0.0006	0.0025	0.0111
O	-0.0003	0.0014	0.0162
O	0.0001	-0.0015	0.0014
O	0.0001	-0.0013	-0.0003
O	-0.001	-0.0003	-0.0036
O	-0.0019	-0.0054	0.0071
Si	0.0021	0.0004	-0.0081
Si	-0.0044	0.0027	-0.0003
Si	-0.0015	-0.002	-0.0132
Si	0.0011	0.002	-0.0011
Si	0.004	0.0055	-0.0001
Si	0.0003	0.0034	-0.0005
Si	-0.0003	0.0035	0.0003
Si	-0.0015	-0.0024	0.0012
Si	-0.0017	-0.0037	0.0011
Si	-0.0009	0.0034	-0.0013
Si	-0.004	-0.0015	-0.011
Si	-0.0001	0.0013	-0.0007
Si	-0.0013	-0.0012	0.0012
Si	0.0061	0.0054	-0.0086
Si	-0.0031	-0.0037	0.0035
Si	0.0034	-0.0004	0.0099
Si	-0.0042	-0.002	0.0024
Si	0.0048	-0.0058	0.006
Si	0.002	0.0018	0.003
Si	0.0007	0.0023	-0.0165
Si	0.0038	-0.0019	0.0015
Si	-0.0003	-0.0004	-0.0054
Si	-0.0004	-0.0007	-0.0009
Si	0.0025	-0.0066	-0.0019
Si	-0.0004	0.0026	-0.0061
Si	0.0057	0.0018	-0.0074
Si	0.0016	0.0037	-0.0008
Si	0.0003	0.0029	-0.0005
Si	0.0036	0.0052	-0.0121
Si	0.0011	-0.0152	0.0076
Si	0.0053	-0.004	-0.0012
Si	-0.0068	-0.0042	0.0002
Si	-0.0069	-0.0017	-0.0015
Si	-0.0024	0.0013	0.0031
Si	-0.0019	0.0009	-0.0099
Si	0.0042	0.0017	0.0058
Si	-0.0294	0.0108	-0.0331
Si	0.0014	-0.0136	-0.0142
Si	-0.0006	-0.0002	0.0032
Si	-0.0017	0.0002	-0.0016
Si	-0.0021	-0.0046	-0.0043
Si	0.0011	0.0016	-0.0021
Si	0.0027	-0.0044	0.0021
Si	-0.0016	0.0021	-0.0017
Si	-0.0028	0.0012	0.0023
Si	-0.0016	-0.0017	0.0007
Si	-0.0006	0.0034	0.0001
Si	-0.002	-0.0012	0.0035
Si	0.0005	-0.0023	-0.0011
O	0.0129	0.008	0.0024
O	0.0002	0.0016	0.0074
O	0.0004	0.0012	0.0063
O	0	-0.0001	0.005
O	-0.0002	0.001	0.0029
O	-0.0014	-0.0002	0.0037
O	-0.0025	-0.0002	-0.0018
O	0.0011	-0.0005	0.0067
O	0.0003	-0.0014	0.0053
O	-0.0015	0.0028	0.0051
O	0.0008	0.0009	0.0056
O	0.0014	0.0011	0.0025
O	-0.002	-0.0017	0.0088
O	0.0008	0.0041	0.0038
O	-0.0008	-0.0014	0.0059
O	0	0.0029	0.0001
O	-0.0019	0.0037	0.0079
O	-0.0007	0.0024	0.0049
O	-0.0047	0.0065	-0.0062
O	-0.0019	0.0027	0.003
O	-0.0025	0.0014	0.0053
O	0.0001	0.0002	0.0011
O	-0.0073	-0.0023	-0.0046
O	0.0004	-0.0046	0.0038
O	0.0033	-0.0036	0.0018
O	-0.0015	0.0002	0.0043
O	0.0007	0.0017	0.0029
O	-0.0037	0.0067	0.0026
O	0.0002	0.0003	0.0011
O	-0.0014	0.0004	0.0027
O	0.0025	-0.0014	0.0018
O	-0.0007	-0.0013	0.0028
O	0.0002	0.0005	0.0018
O	-0.0014	0.0001	0.0014
O	0.0013	0.0015	0.0008
O	-0.0008	0.0037	0.0052
O	-0.001	-0.0005	0.004
O	0.0013	0.0032	0.0031
O	0.0012	-0.0003	0.005
O	0.0004	0.0036	0.0038
O	-0.0022	-0.0008	0.0055
O	-0.0028	-0.0011	0.0017
O	-0.0065	0.0056	0.0062
O	-0.0017	0.0006	0.0023
O	0.0021	0.0013	0.0015
O	0.001	-0.0005	0.0061
O	-0.0124	0.0165	-0.0067
O	0.0026	-0.0009	0.0018
O	-0.0003	0.0021	0.0026
O	0.004	0.001	0.0055
O	-0.0017	0	-0.0002
O	-0.0038	0.0019	0.0075
O	-0.0167	-0.0095	0.0045
O	-0.0031	-0.0026	0.0051
O	0.0023	-0.0003	0.003
O	0.0002	-0.0012	0.0046
O	-0.0021	0.0023	0.006
O	0.0004	0.0009	0.0018
O	0.0001	0.0016	0.0029
O	0.0005	-0.0017	0.0097
O	-0.0011	0.0017	0.0038
O	0.0036	0.0011	0.0044
O	-0.0017	-0.0012	0.0018
O	0	0.0013	0.0062
O	-0.0013	-0.0005	0.0028
O	0.0001	0.001	0.0048
O	-0.0002	0.0006	0.007
O	0.0037	-0.0026	0.0097
O	0.0006	-0.0007	0.0035
O	0.0005	-0.0029	0.0123
O	0.0003	0.0036	0.0054
O	0.0009	0.0043	0.0038
O	-0.0009	0.0022	0.0072
O	0.0303	-0.0281	-0.0117
O	0.003	0.0007	0.0032
O	-0.0107	0.0159	0.0135
O	-0.0009	0.0007	0.0013
O	0.0025	-0.0002	0.006
O	0.0028	0.0126	-0.0015
O	-0.0071	-0.0005	0.0061
O	-0.002	-0.0004	0.0051
O	0.0025	-0.0092	0.0074
O	-0.0027	0.0017	0.0068
O	-0.0024	0.0017	0
O	0.0012	-0.0018	0.0077
O	-0.0024	0.0009	-0.0005

The program warned: the cutoff lies below the one the program advises for these potential files; the exchange-correlation potential is rough where the density is thin.
